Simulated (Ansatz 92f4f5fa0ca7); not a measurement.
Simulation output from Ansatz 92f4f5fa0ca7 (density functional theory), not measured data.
Periodic cell of 237 atoms, Si146O90B1, from a study of silicon, its oxide and their interface. The atomic structure is a simulated model.
Doubt: the cutoff is far below the 930 eV that the study's wrapper takes by default for these files, so forces and energies are approximate.
This geometry differs little from another in the collection (a relaxation step or a small displacement).

Settings
functional: PBE
potential files: Ansatz PAW
basis: plane waves
wave-function cutoff: 580 eV
density cutoff ratio: 5
exchange-correlation grid ratio: 1
k mesh: 1 x 1 x 1, Gamma-centred
self-consistency stop: 5e-08 eV per atom in the density residual
occupations: fixed
spin: none
net charge: -1 e, with a uniform compensating background and no finite-size correction

Cell vectors (angstrom)
a  11.6015  0  0
b  0  10.938  0
c  0  0  32.0622

Atoms: element, x, y, z (angstrom)
Si  -0.1961  -0.0615  23.2827
Si  3.6714  0.1976  23.1072
Si  7.5527  -0.138  23.4568
Si  1.6898  1.3785  23.416
Si  5.7355  1.4043  23.1927
Si  9.4416  1.2292  23.3745
Si  0.1583  5.3089  23.4653
Si  4.1244  5.2894  23.4017
Si  8.0335  5.6075  23.557
Si  2.1591  6.5745  23.3676
Si  5.9664  6.7658  23.4942
Si  10.01  6.8676  23.6087
Si  1.9039  2.6623  25.3894
Si  5.8348  2.6531  25.2582
Si  9.6286  2.684  25.2777
Si  11.5966  4.0039  25.3936
Si  3.8955  3.9697  25.332
Si  7.7443  4.0944  25.3584
Si  1.9735  8.1489  25.1878
Si  5.7764  8.1659  25.3784
Si  9.7137  8.2615  25.4454
Si  11.6398  9.5637  25.2712
Si  3.867  9.5871  25.0775
Si  7.6922  9.5196  25.4205
Si  11.6481  -0.0124  27.2216
Si  3.9024  -0.0546  27.1279
Si  7.7597  -0.0245  27.3061
Si  1.9847  1.3119  27.2938
Si  5.8323  1.3205  27.2103
Si  9.693  1.331  27.2283
Si  11.5905  5.4669  27.2481
Si  3.8466  5.4194  27.2282
Si  7.7144  5.4614  27.2867
Si  1.9362  6.8227  27.1764
Si  5.7603  6.7984  27.2921
Si  9.6558  6.8194  27.3084
Si  1.9446  2.7171  29.201
Si  5.7962  2.7178  29.1398
Si  9.6789  2.7218  29.1695
Si  0.0116  4.0933  29.1764
Si  3.8647  4.089  29.1856
Si  7.7343  4.085  29.2048
Si  1.9393  8.1863  29.1293
Si  5.7946  8.1827  29.2062
Si  9.6715  8.191  29.233
Si  0.0053  9.5574  29.1644
Si  3.8732  9.5576  29.12
Si  7.7344  9.5464  29.2258
Si  -0.0006  -0.0014  31.1108
Si  3.8599  -0.0018  31.0802
Si  7.729  0.0064  31.1341
Si  1.9296  1.3684  31.138
Si  5.7931  1.3687  31.0835
Si  9.6664  1.366  31.1264
Si  0.0083  5.4658  31.1082
Si  3.8689  5.4731  31.1175
Si  7.7408  5.4621  31.1457
Si  1.9374  6.8402  31.0857
Si  5.8046  6.8288  31.1379
Si  9.6772  6.827  31.1617
Si  1.9278  2.7543  1.0076
Si  5.7932  2.751  0.9492
Si  9.664  2.7307  1.0194
Si  -0.0175  4.1093  0.978
Si  3.8621  4.1229  1.0014
Si  7.7392  4.1096  1.0251
Si  1.9242  8.2106  0.9646
Si  5.802  8.2191  0.991
Si  9.667  8.2197  1.0252
Si  -0.0035  9.5916  1.0027
Si  3.8597  9.5825  0.9802
Si  7.7364  9.5811  1.0056
Si  11.5988  0.0397  2.9392
Si  3.8536  0.0312  2.9252
Si  7.7501  0.025  2.9222
Si  1.9294  1.4063  2.9474
Si  5.8163  1.3679  2.8545
Si  9.6596  1.4022  2.9933
Si  11.55  5.4834  2.9004
Si  3.8732  5.5158  2.935
Si  7.7499  5.4916  2.9688
Si  1.8936  6.8268  2.8882
Si  5.8228  6.8608  2.9208
Si  9.657  6.8996  2.9922
Si  1.9121  2.8453  4.8399
Si  5.8439  2.7384  4.7599
Si  9.6071  2.6252  5.0494
Si  11.495  4.07  4.7866
Si  3.9232  4.1069  4.8362
Si  7.7759  4.1441  4.921
Si  1.8588  8.1842  4.8162
Si  5.8141  8.3017  4.7934
Si  9.6516  8.3431  4.9176
Si  11.6006  9.7062  4.9317
Si  3.8062  9.5021  4.8041
Si  7.7279  9.7273  4.9348
Si  11.3749  0.368  6.7926
Si  3.7399  -0.0117  6.6574
Si  7.8823  0.2089  6.9198
Si  1.9672  1.5066  6.7783
Si  5.7571  1.2846  6.6354
B  9.646  1.5151  6.8653
Si  11.5245  5.4724  6.6728
Si  3.9896  5.4563  6.7969
Si  7.7427  5.6739  6.817
Si  1.9672  6.6448  6.6374
Si  5.8312  7.0061  6.7355
Si  9.7681  7.0374  6.9091
O  10.0235  7.9696  8.3015
O  7.7143  10.0413  8.2325
O  7.3662  4.7805  8.1779
O  3.3902  10.3685  8.2115
O  2.0223  7.5748  8.0036
O  3.9929  4.6  8.2515
O  9.739  2.3617  8.0603
O  2.5985  2.3498  8.12
O  11.3805  4.5068  8.0149
O  5.3538  2.3861  7.819
O  5.8779  8.049  8.0467
O  11.2479  10.3722  8.1567
O  11.2656  10.0887  21.8016
O  3.2345  10.7056  21.5253
O  5.775  7.7691  22.1721
O  4.2277  4.4486  21.9441
O  7.6835  9.6833  22.1942
O  10.3181  7.6683  22.1835
O  1.6231  2.3994  22.1023
O  5.9457  2.4317  21.8748
O  8.4388  4.7042  22.2159
O  -0.0712  4.446  22.0383
O  2.3434  7.3303  21.9047
O  9.131  1.8812  21.8728
Si  1.915  7.8213  9.5805
Si  5.0411  0.5758  17.6738
Si  2.4968  5.4266  13.993
Si  10.549  3.8884  13.979
Si  8.3026  2.383  15.2442
Si  9.5499  2.2404  20.347
Si  10.4826  3.5108  8.938
Si  0.0061  2.2935  11.5003
Si  11.0352  8.1335  15.4016
Si  5.1886  6.9195  13.9561
Si  5.73  2.6284  11.105
Si  8.581  7.6647  19.3901
Si  8.1204  4.844  20.6304
Si  5.9187  9.5793  15.1883
Si  2.1064  7.6292  20.3292
Si  1.9135  4.8862  18.7606
Si  4.4983  3.4388  18.0054
Si  8.5086  8.9306  16.8139
Si  0.8217  9.4811  13.3078
Si  9.8945  10.6233  11.7364
Si  5.3531  3.7022  21.013
Si  0.5865  5.514  16.2212
Si  10.7783  9.1779  9.131
Si  6.5693  8.889  21.2986
Si  7.1591  7.1407  11.4604
Si  2.6634  0.7315  12.209
Si  10.8862  8.6831  21.0487
Si  6.0431  4.3118  15.6149
Si  7.0734  0.4876  12.9708
Si  4.0437  2.9868  8.5779
Si  0.8756  6.7553  11.8695
Si  6.6249  9.1177  9.0408
Si  0.6682  3.2894  21.14
Si  9.7945  6.5482  12.8813
Si  7.744  4.5211  9.7333
Si  3.9909  10.0632  20.2161
Si  4.2505  3.033  13.5228
Si  3.8778  10.0203  9.7284
Si  8.0742  0.7893  18.0175
O  11.4497  3.2933  12.7746
O  9.358  4.3435  9.8112
O  8.8092  3.6019  19.8611
O  4.0546  -0.0665  18.8076
O  11.3488  4.5386  15.2392
O  9.8538  9.756  10.355
O  3.752  1.5307  13.137
O  0.6686  9.0571  14.8812
O  6.4865  0.9937  18.3397
O  4.7618  3.1674  19.5983
O  6.2433  1.2038  11.7562
O  0.5627  8.6939  9.8492
O  5.645  4.3087  17.2115
O  8.4595  7.299  12.4119
O  4.3862  2.6355  10.1501
O  2.0721  5.6799  15.5478
O  3.3785  0.0572  10.923
O  5.912  7.2108  12.5193
O  2.2684  6.361  19.3366
O  0.6542  4.8991  17.7273
O  8.3917  10.6687  12.3758
O  5.4974  10.094  9.7034
O  0.5963  8.2081  20.209
O  9.7748  2.6236  14.6329
O  1.9898  10.5931  13.2255
O  9.9562  9.1027  16.1137
O  6.1232  10.357  13.7677
O  7.4692  1.5687  14.122
O  1.6336  3.9283  20.0233
O  5.9189  5.775  14.8936
O  7.3497  8.9582  15.685
O  1.4913  1.6703  11.621
O  7.2168  8.3071  10.3319
O  4.3145  1.9819  17.2773
O  7.0087  3.181  10.2818
O  11.5362  6.9919  16.4397
O  8.2887  10.1456  17.8385
O  3.2825  8.5425  10.0872
O  7.5926  3.8251  15.5162
O  3.1451  4.3081  17.8913
O  2.8927  3.8848  13.7196
O  1.3262  8.2085  12.4451
O  1.2274  5.6806  13.0252
O  4.9977  8.2803  14.8473
O  11.1724  2.3874  20.333
O  10.9558  9.9762  12.7956
O  5.2639  3.5862  12.3579
O  5.0907  3.1823  14.9082
O  6.4897  4.7974  20.5535
O  8.4606  1.5734  16.6476
O  10.3869  1.2132  11.4909
O  10.8681  6.623  11.6497
O  3.2524  8.6703  19.8425
O  1.7026  6.4701  10.492
O  7.1667  8.1838  19.9801
O  8.4884  7.5905  17.7581
O  3.6979  6.4172  13.5793
O  9.5285  5.0042  13.3444
O  5.5234  9.981  20.7423
O  10.3529  7.3741  14.1508
O  8.7875  6.158  19.9577
O  7.203  5.7145  10.693
O  5.2571  10.5269  16.3699
O  9.049  1.1459  19.2644
O  11.5583  3.0076  10.0524
O  9.7394  8.7053  19.8888

Results
free energy: -144146.364 eV
free energy less fixed offsets of B -154.04, O -568.88, Si -635.61 eV per atom: 5.936 eV

Forces (eV/angstrom), in the order of the atoms: element, x, y, z
Si  -0.0007  0.002  0.0046
Si  -0.0001  0.0021  0.0024
Si  -0.0003  0.0044  0.0021
Si  0.0006  -0.0043  0.0011
Si  -0.0004  -0.0036  0.0011
Si  0.0004  -0.003  0.0037
Si  -0.0017  0.0029  0.0034
Si  -0.0001  0.0026  0.0007
Si  -0.0017  0.0015  -0.0006
Si  -0.0002  -0.0003  -0.003
Si  0.0019  -0.0031  0.0014
Si  0.003  -0.0035  0.0008
Si  0.0004  -0.0021  -0.0019
Si  0.0013  -0.0029  -0.0024
Si  -0.0005  -0.0028  0.0002
Si  0.0003  0.0014  -0.0001
Si  -0.0012  0.0018  0.0009
Si  0.0005  0.004  0.0022
Si  -0.0007  -0.0017  -0.0002
Si  -0.0007  -0.0016  0.0015
Si  -0.0013  -0.0019  0.001
Si  0.0004  0.0049  -0.0024
Si  0.0006  0.0021  -0.0011
Si  0.0004  0.0032  -0.0014
Si  -0.0008  -0.0028  0
Si  -0.0001  0.0015  -0.0003
Si  0.0011  -0.0036  0.0015
Si  0.0005  0.0011  0.002
Si  -0.0007  0.0006  0.0004
Si  0.0006  0.001  -0.0005
Si  0.0005  0.0009  -0.0002
Si  0.0001  0.0012  -0.0001
Si  -0.0006  -0.0012  -0.0006
Si  -0.0001  -0.0011  0.0003
Si  0.0008  0.0004  0.0014
Si  -0.0014  0.0015  0.0013
Si  -0.0018  -0.0008  0.0001
Si  -0.0009  -0.0002  0.0019
Si  -0.0019  -0.0012  0.003
Si  0.001  -0.0001  -0.002
Si  0.0023  0.0012  -0.0014
Si  0.0024  0.0017  -0.0032
Si  0.0002  -0.0006  -0.001
Si  0.0029  -0.0009  -0.0043
Si  0.002  -0.0017  -0.0043
Si  0.0002  0.0056  0.0033
Si  -0.0017  0.0015  0.0054
Si  -0.0028  0.0036  0.0002
Si  -0.0009  -0.0058  -0.0005
Si  0.0001  -0.0001  -0.0023
Si  0.0015  -0.0021  -0.0002
Si  -0.0005  -0.0006  0.0027
Si  -0.0006  -0.0012  -0.0001
Si  0.0011  0.0011  0.0012
Si  0.0006  -0.0021  0.0001
Si  -0.0005  -0.0023  0.0006
Si  0  -0.0035  0.0006
Si  0.0012  0.0033  -0.0004
Si  -0.0004  0.0025  0.0012
Si  -0.0006  0.0028  -0.0003
Si  -0.0007  -0.0004  -0.0048
Si  0.0011  -0.0012  -0.001
Si  -0.0011  -0.0024  -0.0037
Si  0.0007  0.0003  0.0032
Si  0.0005  -0.0002  0.0026
Si  -0.0004  0.0009  0.0016
Si  -0.0023  -0.0002  0.003
Si  0.0001  0.0004  0.0024
Si  0.0017  -0.0002  0.003
Si  0.0036  0.0081  -0.0032
Si  -0.0004  -0.0016  -0.0025
Si  -0.0023  0.0052  -0.0014
Si  0.0004  -0.011  -0.0068
Si  0.0012  -0.0011  0.0002
Si  -0.0021  -0.0073  -0.0069
Si  -0.0008  0.0005  -0.0016
Si  0.0001  0.002  -0.0028
Si  0.0024  0.0095  0.0105
Si  0.0048  0.0053  -0.001
Si  0.0016  0.0045  0.0007
Si  -0.0039  0.0052  0.0012
Si  0.0012  -0.004  0.0039
Si  -0.0022  -0.0035  0.0038
Si  -0.0026  -0.0024  0.0038
Si  0.0033  0.0042  0.0018
Si  -0.0041  0.0002  0.0043
Si  -0.0186  0.0172  -0.0457
Si  0.0007  -0.0003  -0.0009
Si  0.0017  -0.0004  -0.0063
Si  0.0061  0.0004  -0.0014
Si  -0.0055  -0.0021  -0.0092
Si  0.004  -0.0001  -0.0065
Si  0.0011  -0.0045  -0.0057
Si  0.0037  0.0195  0.0255
Si  0.0003  -0.0059  -0.0041
Si  -0.0051  0.0087  0.0186
Si  0.0077  -0.0364  -0.0324
Si  -0.002  0.0033  0.0049
Si  -0.0041  -0.0246  -0.0216
Si  -0.0218  0.0038  0.0069
Si  0.0118  0.0039  -0.002
B  0.0254  -0.0072  0.0332
Si  0.0072  -0.0004  0.0024
Si  -0.0054  0.0027  0.0019
Si  -0.0074  -0.0013  -0.0002
Si  -0.0008  0.0001  -0.0034
Si  0.01  0.0013  -0.0033
Si  -0.0002  0.0041  -0.0024
O  0.0005  -0.0032  0.0035
O  0.0001  0.0024  0.0024
O  0.0018  0.0033  0.0088
O  0.0004  -0.0024  0.0003
O  -0.0001  0.0007  0.0021
O  0.0008  -0.002  -0.0003
O  -0.0014  0.0215  0.0189
O  0.0043  -0.0018  -0.0067
O  -0.0004  0.0002  0.0007
O  -0.0056  -0.0015  -0.001
O  -0.0035  0.0006  0.0034
O  -0.0063  -0.0107  0.0248
O  -0.0005  -0.0032  -0.0046
O  0.0004  -0.0004  -0.0023
O  0.0004  0.0005  -0.0017
O  0.001  -0.0002  -0.002
O  -0.0013  -0.0029  -0.0026
O  -0.0003  -0.0006  -0.001
O  -0.0007  0.0014  -0.0009
O  0.0003  0.0017  -0.0024
O  0.0002  0  -0.0023
O  0.0002  -0.0023  -0.0024
O  -0.0019  -0.0039  -0.0057
O  0.0002  0.0017  -0.0038
Si  -0.0002  0.0009  -0.0016
Si  0.0001  0.0015  0.0029
Si  -0.0001  0.0006  -0.0025
Si  -0.0011  0.0024  -0.002
Si  0.0024  -0.0043  -0.0026
Si  -0.0001  -0.0004  0.0049
Si  -0.0073  -0.0087  -0.0076
Si  0.0011  0.0035  -0.0011
Si  -0.0009  -0.0008  -0.0011
Si  -0.0003  -0.0006  -0.0016
Si  0.0033  -0.0008  0.0012
Si  0.0008  -0.0011  0.0039
Si  -0.0008  0.0001  0.0038
Si  0.0001  0.0002  -0.0006
Si  -0.001  -0.0004  0.0043
Si  -0.0005  -0.0004  0.0036
Si  -0.001  -0.0004  0.003
Si  0.0005  -0.0009  0.0013
Si  -0.0011  -0.0008  -0.0019
Si  0.0003  -0.0003  -0.0014
Si  0.0005  -0.0007  0.005
Si  -0.0012  0  0.0011
Si  0.0053  0.0127  -0.0065
Si  0.0016  0.0001  0.0041
Si  0.0035  -0.0015  -0.0015
Si  -0.0003  -0.0003  -0.0023
Si  -0.0006  0.0037  0.0041
Si  -0.0001  -0.0003  -0.0003
Si  0.0007  -0.0002  0
Si  0.0001  0.0016  0.0025
Si  -0.0004  -0.0005  0.0029
Si  0.0051  0.0042  -0.0016
Si  0.0001  0.0007  0.0028
Si  -0.0029  0.0024  -0.0004
Si  0.0009  0.0023  -0.0055
Si  -0.0008  -0.0005  0.0052
Si  0.0008  0.0006  -0.0011
Si  -0.0009  -0.0015  0.0036
Si  0.0012  0.0014  0.0016
O  0.001  -0.0058  -0.0068
O  -0.0014  0.0009  0.003
O  0.0001  0.0003  -0.0013
O  0.0008  -0.0004  -0.0023
O  -0.0016  -0.0013  -0.0008
O  0.0031  -0.0043  -0.0046
O  -0.0006  -0.0009  0.0011
O  0.0012  0.0006  0.0005
O  -0.0001  -0.0002  -0.0028
O  -0.0008  -0.0003  -0.0025
O  -0.0002  0.0011  0.0016
O  -0.0022  0.0042  -0.0014
O  0.0003  0.0001  -0.0013
O  -0.0036  -0.003  -0.0017
O  -0.0023  0.0005  -0.0025
O  0.001  -0.0006  -0.0006
O  0.0006  -0.0012  -0.0019
O  0.0024  -0.0009  -0.0003
O  -0.0013  0.0022  0.0007
O  0.0013  0.0009  -0.0006
O  -0.0002  0.0014  0.0022
O  -0.0002  0.0002  0.0004
O  0.0025  -0.0008  -0.0018
O  -0.0079  -0.0017  0.0013
O  0.0005  0.0011  0.0008
O  0.0006  0.0001  0.0007
O  0.0016  0.0016  0
O  0.0017  -0.0004  0.0046
O  -0.0001  0.0011  -0.0033
O  -0.0004  0.0012  0.0006
O  -0.0017  0.0003  -0.0002
O  -0.0067  0.0035  0.0017
O  -0.0001  -0.003  0.0019
O  0.0003  -0.0011  -0.0006
O  0.0002  0.0021  0.002
O  -0.0001  0.0003  -0.0005
O  0.0002  0.0007  -0.0015
O  -0.0004  0.0008  0.0002
O  0.0001  -0.0012  0.0009
O  -0.0005  0.0003  -0.0006
O  0.0001  0  0.0009
O  -0.0005  -0.0016  -0.0001
O  -0.001  0.0008  0.0012
O  0.0009  -0.0001  0.0013
O  0.0002  -0.0001  -0.002
O  0.0007  0.0004  0.0015
O  0.0011  -0.0006  0
O  -0.0013  -0.0009  0.0003
O  0  -0.0006  -0.0026
O  -0.0001  0.0028  -0.0043
O  0.0024  0.0036  0.0015
O  0.0005  0.0009  0.0001
O  0.0013  -0.0018  -0.0021
O  0.001  -0.0011  -0.0002
O  -0.0006  0.0005  -0.0016
O  -0.0004  0.0006  -0.0017
O  -0.0002  -0.0007  0.0023
O  0.0013  0.0003  0.0023
O  -0.0005  0.0008  -0.0022
O  -0.0018  -0.0033  -0.0035
O  0.0003  0.0007  -0.002
O  0.0036  0.0008  0.0028
O  0.0006  -0.0014  -0.001
O  -0.0019  -0.0014  -0.0033
O  -0.0018  -0.0029  0.0046
O  0.0001  -0.0005  -0.0024

The program warned: the cutoff lies below the one the program advises for these potential files; the exchange-correlation potential is rough where the density is thin.
